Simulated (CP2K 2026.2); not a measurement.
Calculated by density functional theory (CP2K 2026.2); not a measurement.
Periodic cell of 432 atoms, Si324O108, from a study of silicon, its oxide and their interface. The atomic structure is a simulated model.
Doubt: the forces sum to 1.27 eV/angstrom along one axis rather than to zero, so they err by at least 0.0029 eV/angstrom per atom on average; the grid cutoff is modest.

Settings
functional: PBE
method: Gaussian and plane waves
basis set: DZVP-MOLOPT-SR-GTH
pseudopotentials: GTH-PBE
grid cutoff: 350 Ry, relative cutoff 50 Ry
k points: Gamma only
occupations: fixed
spin: none
net charge: 0

Cell vectors (angstrom)
a	16.32	0	0
b	0	16.32	0
c	-2.4067	0.0609	29.4742

Atoms and the computed forces on them: element, x, y, z (angstrom), force x, y, z (eV/angstrom)
Si	1.19	15.373	0.132	0.043	-0.188	0.722
Si	3.838	1.713	0.177	0.084	-0.021	0.773
Si	1.474	3.708	0.106	0.006	0.277	0.64
Si	1.302	7.207	29.467	0.197	-0.311	0.76
Si	1.387	9.28	0.161	-0.07	0.277	0.685
Si	4.339	12.057	0.035	-0.297	0.164	0.725
Si	7.057	14.683	0.068	-0.083	0.146	0.773
Si	9.164	1.611	0.015	0.202	-0.047	0.683
Si	7.173	4.052	0.017	-0.261	0.038	0.614
Si	9.771	6.474	0.117	-0.046	0.22	0.742
Si	6.573	9.811	0.024	0.13	-0.303	0.714
Si	9.254	12.43	0.054	0.163	-0.064	0.71
Si	12.452	14.619	0.048	-0.04	0.15	0.689
Si	15.203	1.109	0.177	-0.164	0.037	0.745
Si	12.016	4.315	0.03	0.162	-0.245	0.744
Si	12.426	7.086	29.47	0.057	-0.225	0.696
Si	12.558	9.175	0.067	0.033	0.152	0.749
Si	12.409	12.613	29.474	0.053	-0.182	0.758
Si	2.729	0.123	1.51	0.023	0.026	-0.053
Si	5.471	2.919	1.308	0.048	0.02	-0.053
Si	2.642	5.444	1.267	0.005	-0.025	-0.05
Si	5.425	8.158	1.264	-0.001	0.034	-0.06
Si	2.661	10.932	1.278	0.019	-0.01	-0.056
Si	5.468	13.585	1.4	0	0.003	-0.05
Si	8.109	0.021	1.369	0.008	-0.036	-0.013
Si	10.844	2.704	1.298	0.006	-0.009	-0.03
Si	8.274	5.401	1.543	0.016	0.019	-0.007
Si	10.937	8.094	1.362	0.006	0.006	-0.038
Si	8.129	10.887	1.399	0.01	0.006	-0.049
Si	10.881	13.52	1.374	-0.035	0.017	-0.008
Si	13.581	16.24	1.359	-0.013	-0.008	-0.041
Si	0.016	2.624	1.543	-0.008	0.004	-0.043
Si	13.634	5.443	1.303	0.008	0.012	-0.054
Si	-0.059	8.109	1.511	-0.033	0.001	-0.031
Si	13.664	10.882	1.278	0.003	0.029	-0.045
Si	0.028	13.701	1.356	0.016	0.025	-0.082
Si	1.375	1.365	2.935	0.009	-0.015	0.054
Si	4.08	4.199	2.7	-0.027	-0.005	-0.006
Si	1.33	6.722	2.759	0.016	0.001	0.022
Si	4.049	9.536	2.659	0.007	-0.027	0.017
Si	1.364	12.287	2.686	-0.039	-0.011	-0.006
Si	4.096	14.975	2.725	0.005	0.005	0
Si	6.729	1.402	2.688	-0.003	0.023	-0.004
Si	9.584	4	2.836	0.033	-0.019	0
Si	6.789	6.821	2.683	-0.021	0.005	0.002
Si	9.539	9.49	2.671	0.026	0.012	-0.014
Si	6.795	12.232	2.794	-0.017	-0.009	0.03
Si	9.553	14.993	2.694	0.003	-0.011	-0.012
Si	12.223	1.343	2.658	-0.008	0.001	-0.018
Si	14.944	4.082	2.72	-0.015	0.008	0.002
Si	12.28	6.756	2.752	-0.001	-0.022	0.027
Si	14.958	9.575	2.763	-0.021	0.01	0.019
Si	12.24	12.15	2.708	0.023	-0.012	-0.009
Si	14.958	14.959	2.774	-0.003	0.013	0.036
Si	-0.023	16.295	4.181	-0.002	0.002	-0.003
Si	2.769	2.797	4.13	0.002	0.004	-0.027
Si	-0.025	5.405	4.125	0.018	0.007	0.002
Si	2.712	8.153	4.047	0.017	0.016	-0.035
Si	0.025	10.923	4.084	-0.009	-0.011	-0.009
Si	2.724	13.612	4.073	0.003	0.007	0.003
Si	5.429	0.026	4.088	-0.009	0.046	-0.016
Si	8.137	2.674	4.105	0.013	0.003	-0.016
Si	5.44	5.499	4.09	-0.01	-0.017	0.001
Si	8.16	8.165	4.047	-0.016	-0.017	-0.006
Si	5.408	10.855	4.088	-0.009	0.013	-0.02
Si	8.186	13.628	4.074	-0.008	-0.005	-0.017
Si	10.893	0.01	4.076	-0.008	-0.026	-0.011
Si	13.574	2.708	4.051	0.001	-0.016	-0.004
Si	10.926	5.413	4.137	0.015	-0.015	-0.008
Si	13.598	8.177	4.098	-0.025	0.005	-0.035
Si	10.874	10.831	4.078	0.02	0.016	0.002
Si	13.59	13.555	4.073	0.001	-0.001	-0.024
Si	1.38	14.94	16.263	-0.021	-0.024	0.028
Si	4.143	1.366	16.267	-0.02	-0.005	0.012
Si	1.343	4.044	16.268	0.007	0.014	0.026
Si	4.097	6.795	16.211	0.005	-0.006	0.009
Si	1.34	9.543	16.317	0.012	-0.013	0.014
Si	4.044	12.209	16.286	0.022	0.004	-0.001
Si	6.77	14.941	16.334	-0.012	0.024	0.018
Si	9.499	1.331	16.344	0.017	0.001	0.043
Si	6.844	4.091	16.321	0.005	0.021	0.015
Si	9.513	6.809	16.32	0.013	0.027	0.007
Si	6.844	9.583	16.28	-0.007	0.004	0.01
Si	9.538	12.274	16.357	-0.025	-0.001	0.015
Si	12.232	14.953	16.391	-0.004	-0.005	-0.005
Si	14.916	1.314	16.287	0.005	0.011	0.002
Si	12.242	4.101	16.31	0.006	-0.013	0.012
Si	14.953	6.807	16.308	-0.01	-0.036	-0.001
Si	12.207	9.503	16.364	-0.003	0.004	0.025
Si	14.975	12.256	16.333	0.009	0.012	0.03
Si	2.807	16.27	17.56	0.031	0.005	-0.022
Si	5.493	2.719	17.655	-0.013	-0.024	-0.003
Si	2.769	5.404	17.549	0.008	-0.021	-0.041
Si	5.444	8.196	17.521	0	-0.002	-0.046
Si	2.685	10.9	17.696	-0.008	0.022	0.011
Si	5.379	13.548	17.655	-0.002	0.008	-0.022
Si	8.133	16.268	17.721	-0.005	-0.001	-0.044
Si	10.863	2.749	17.647	-0.03	0.007	-0.033
Si	8.18	5.467	17.711	0.006	-0.019	0.007
Si	10.82	8.143	17.744	0.017	0.007	-0.018
Si	8.168	10.944	17.714	-0.016	-0.012	-0.016
Si	10.871	13.61	17.785	-0.003	-0.001	0.004
Si	13.611	16.304	17.742	0.025	0.004	0.016
Si	-0.048	2.669	17.605	0.005	0.025	-0.022
Si	13.601	5.463	17.684	-0.011	-0.002	0.009
Si	-0.012	8.168	17.662	-0.007	0.007	0.006
Si	13.601	10.883	17.671	0.006	0	-0.051
Si	0.032	13.636	17.687	-0.016	-0.014	-0.027
Si	1.423	1.299	18.819	-0.015	0	0.011
Si	4.141	4.094	18.968	0.021	0.027	0.029
Si	1.419	6.775	18.882	0.007	0.004	0.038
Si	4.073	9.47	18.922	0.009	-0.011	0.04
Si	1.358	12.274	19.098	0	0.027	0.035
Si	4.047	14.902	19.027	-0.032	0.007	0.043
Si	6.802	1.373	19.067	0.01	-0.001	0.033
Si	9.555	4.114	19.08	0.017	0.007	0.062
Si	6.78	6.91	18.933	0.003	-0.006	0.046
Si	9.513	9.597	19.103	0.007	-0.017	0.041
Si	6.704	12.228	19.069	-0.004	-0.023	0.04
Si	9.425	14.879	19.174	-0.048	-0.018	0.062
Si	12.183	1.362	19.009	-0.001	0.011	0.036
Si	-1.388	4.031	19.003	-0.012	-0.005	0.016
Si	12.206	6.768	19.094	-0.011	-0.028	0.038
Si	-1.388	9.496	19.042	0.01	0.001	0.044
Si	12.319	12.279	19.088	0.032	0.025	0.061
Si	-1.269	15.012	19.12	0.039	0.016	0.056
Si	0.39	16.209	20.348	-0.189	-0.009	-0.708
Si	2.55	2.835	20.122	0.342	-0.117	-0.645
Si	0.352	5.134	20.108	-0.278	0.174	-0.674
Si	2.981	7.878	20.224	-0.162	0.069	-0.776
Si	-0.237	11.069	20.329	0.151	-0.085	-0.806
Si	2.475	13.852	20.479	0.18	-0.149	-0.708
Si	5.623	16.07	20.286	-0.164	0.227	-0.749
Si	8.393	2.549	20.363	-0.266	0.147	-0.728
Si	5.232	5.757	20.223	0.066	-0.209	-0.739
Si	7.82	8.5	20.312	0.159	-0.055	-0.741
Si	5.516	10.623	20.33	-0.111	0.219	-0.715
Si	7.747	13.752	20.521	0.317	-0.197	-0.658
Si	10.544	0.275	20.297	0.063	-0.101	-0.774
Si	13.353	2.882	20.342	0.163	-0.059	-0.697
Si	11.159	5.151	20.489	-0.208	0.202	-0.711
Si	13.334	8.375	20.362	0.155	-0.15	-0.717
Si	11.186	10.702	20.383	-0.195	0.131	-0.696
Si	13.963	13.38	20.406	-0.147	0.114	-0.754
Si	-2.047	11.032	27.442	-0.138	0.029	0.117
Si	4.53	9.031	26.539	0.037	-0.138	0.071
Si	10.744	6.309	23.425	0.153	-0.091	-0.072
Si	12.81	4.727	24.543	0.037	0.092	0.017
Si	-1.678	0.229	24.879	-0.111	-0.115	-0.018
Si	2.605	10.745	24.865	0.2	0.036	-0.005
Si	0.208	15.154	26.808	-0.008	0.043	0.088
Si	8.58	10.921	27.405	-0.145	0.058	0.105
Si	-2.126	5.451	27.372	-0.097	0.055	0.017
Si	7.002	10.06	24.862	0	0.172	-0.006
Si	13.424	7.186	23.189	-0.051	0.024	0.031
Si	10.591	10.854	23.3	0.003	0.067	0.019
Si	8.681	15.007	24.893	-0.016	0	-0.008
Si	10.952	15.934	23.227	0.058	-0.058	0.044
Si	-0.913	1.934	22.43	0.085	-0.013	-0.201
Si	0.857	6.441	26.645	0.02	0.017	-0.024
Si	12.223	1.89	24.886	0.028	-0.022	0.025
Si	13.375	14.163	23.388	-0.07	0	-0.007
Si	-0.346	7.366	24.294	0.071	0.051	0.102
Si	2.94	16.353	27.447	-0.065	0.012	0.103
Si	8.711	8.279	23.197	0.018	0.03	-0.039
Si	0.329	4.846	22.933	0.044	0.017	0.022
Si	8.552	0.191	27.482	-0.029	-0.023	0.09
Si	5.566	4.397	25.063	-0.13	-0.062	-0.006
Si	4.283	1.605	22.306	-0.042	0.032	-0.088
Si	3.918	1.981	25.272	0.003	0.163	-0.018
Si	10.851	2.402	27.539	-0.021	0.011	0.145
Si	12.903	11.635	24.89	-0.079	0.011	-0.027
Si	5.368	6.222	27.349	-0.114	-0.006	0.194
Si	0.684	12.4	26.767	0.05	-0.034	0.053
Si	6.506	3.901	22.337	0.044	-0.067	-0.064
Si	4.189	12.313	22.654	-0.109	-0.035	-0.082
Si	2.595	4.535	24.789	0.001	-0.003	-0.041
Si	10.31	12.662	25.663	-0.061	-0.179	-0.118
Si	1.213	9.246	22.454	-0.029	0.008	-0.124
Si	6.991	12.922	23.351	0.076	-0.059	-0.132
Si	1.367	14.937	5.481	-0.005	-0.007	0.003
Si	4.092	1.385	5.464	-0.022	-0.008	0.011
Si	1.361	4.091	5.487	0.013	-0.002	0.006
Si	4.075	6.834	5.45	0.007	0.009	-0.005
Si	1.367	9.524	5.421	0.014	-0.002	-0.006
Si	4.07	12.239	5.437	-0.008	-0.009	0.002
Si	6.811	14.98	5.431	0.016	0.001	-0.005
Si	9.515	1.335	5.457	-0.005	0.007	-0.004
Si	6.795	4.091	5.429	-0.019	-0.009	-0.016
Si	9.516	6.796	5.424	-0.004	0.005	-0.015
Si	6.803	9.517	5.43	-0.013	-0.011	-0.004
Si	9.531	12.238	5.42	0	0.009	-0.005
Si	12.242	14.946	5.424	0.015	0.015	-0.011
Si	14.929	1.371	5.461	-0.001	0.005	0.005
Si	12.265	4.053	5.478	-0.004	0.001	0.005
Si	14.96	6.81	5.453	-0.01	-0.004	-0.005
Si	12.224	9.501	5.462	0.004	-0.01	0.007
Si	14.962	12.239	5.455	-0.007	-0.007	-0.012
Si	2.724	16.33	6.81	-0.008	0.014	-0.004
Si	5.454	2.736	6.814	0.005	-0.011	-0.002
Si	2.722	5.467	6.817	-0.014	0.005	-0.005
Si	5.449	8.17	6.807	-0.007	-0.001	0.009
Si	2.717	10.877	6.799	0.004	-0.001	0
Si	5.444	13.607	6.78	-0.006	-0.001	-0.002
Si	8.164	16.307	6.82	0.009	0.001	0.004
Si	10.874	2.706	6.812	0.006	-0.002	0.002
Si	8.159	5.442	6.793	0.005	-0.002	-0.003
Si	10.862	8.147	6.809	0.007	0.007	0.002
Si	8.162	10.887	6.783	-0.01	0.005	-0.004
Si	10.885	13.593	6.79	-0.003	-0.005	0
Si	13.582	16.312	6.805	0.008	0.006	-0.005
Si	-0.007	2.716	6.82	0.006	0	-0.004
Si	13.615	5.438	6.817	-0.003	-0.006	0
Si	0.007	8.171	6.798	-0.001	-0.001	-0.006
Si	13.597	10.872	6.802	0	-0.004	0.004
Si	-0.004	13.587	6.829	0.014	0.003	-0.002
Si	1.355	1.356	8.172	-0.017	-0.012	0.003
Si	4.081	4.09	8.165	-0.005	-0.006	-0.002
Si	1.358	6.816	8.171	0.02	0.005	0.003
Si	4.083	9.527	8.161	0.011	0.013	0.001
Si	1.358	12.225	8.171	-0.018	-0.012	0.007
Si	4.089	14.962	8.154	-0.004	0.006	-0.002
Si	6.811	1.366	8.165	-0.001	0.016	0
Si	9.519	4.082	8.158	-0.001	-0.001	-0.003
Si	6.803	6.8	8.159	-0.007	-0.001	-0.001
Si	9.513	9.526	8.156	0.003	-0.01	0.003
Si	6.802	12.245	8.146	0.011	0.003	-0.002
Si	9.527	14.944	8.163	-0.013	0	0.001
Si	12.23	1.347	8.172	-0.006	-0.013	0
Si	14.967	4.082	8.181	0.017	0.012	0.006
Si	12.235	6.793	8.162	-0.012	-0.017	0.003
Si	14.958	9.517	8.16	0.003	-0.008	0
Si	12.241	12.239	8.156	0.007	0.009	-0.001
Si	14.952	14.962	8.167	0.012	0.007	0
Si	-0.007	16.317	9.527	0.005	0.004	0.005
Si	2.719	2.725	9.52	0.002	0.004	-0.006
Si	0.005	5.448	9.531	0.002	-0.001	0.004
Si	2.722	8.168	9.524	-0.012	-0.005	-0.001
Si	-0.008	10.873	9.526	0.006	0	0.004
Si	2.723	13.599	9.511	-0.001	-0.003	-0.003
Si	5.448	16.321	9.514	0.005	-0.002	-0.002
Si	8.166	2.723	9.524	0.001	-0.009	0.003
Si	5.445	5.443	9.522	0.002	-0.006	0.002
Si	8.16	8.164	9.519	-0.01	-0.002	0.006
Si	5.446	10.887	9.512	-0.014	-0.001	0.001
Si	8.164	13.592	9.519	0.007	0.001	0.004
Si	10.877	16.307	9.529	0.006	0.008	0.007
Si	13.596	2.714	9.523	0.002	0.003	-0.003
Si	10.88	5.436	9.522	0.001	0.004	0
Si	13.595	8.159	9.517	0.007	0.003	-0.006
Si	10.878	10.883	9.515	-0.003	0.002	0.004
Si	13.592	13.599	9.523	-0.004	-0.006	0
Si	1.355	14.95	10.873	-0.005	0.008	0.003
Si	4.081	1.355	10.869	-0.004	0.004	-0.003
Si	1.364	4.083	10.886	-0.001	0.001	0.002
Si	4.083	6.802	10.877	-0.001	0.004	-0.002
Si	1.353	9.516	10.881	0.008	-0.001	-0.001
Si	4.086	12.245	10.87	0.009	0	0.003
Si	6.813	14.965	10.873	-0.008	-0.003	0.003
Si	9.525	1.358	10.878	-0.002	0.001	-0.002
Si	6.806	4.083	10.88	-0.004	0.001	-0.002
Si	9.526	6.805	10.876	0.011	-0.008	-0.004
Si	6.802	9.526	10.876	0.002	0.005	0.002
Si	9.523	12.238	10.885	-0.007	0.002	0.001
Si	12.234	14.95	10.893	0.004	0.004	0
Si	14.953	1.356	10.887	0.003	-0.005	-0.002
Si	12.236	4.074	10.883	-0.005	-0.006	0
Si	14.951	6.801	10.882	-0.002	-0.001	0
Si	12.24	9.526	10.875	0.002	-0.007	-0.005
Si	14.948	12.236	10.879	0.004	0	0.001
Si	2.719	16.31	12.223	-0.006	-0.01	-0.001
Si	5.446	2.711	12.225	-0.004	-0.008	-0.002
Si	2.725	5.446	12.241	0.009	-0.001	0.008
Si	5.444	8.161	12.231	-0.015	-0.01	0.002
Si	2.723	10.879	12.219	-0.01	0.003	-0.004
Si	5.451	13.605	12.224	0.01	0.016	-0.004
Si	8.178	16.315	12.239	0.013	0.023	-0.005
Si	10.878	2.715	12.243	0.002	-0.007	-0.004
Si	8.176	5.439	12.235	-0.014	0.002	0.001
Si	10.884	8.169	12.235	0.005	0.009	-0.004
Si	8.162	10.882	12.242	0	-0.009	0.001
Si	10.878	13.592	12.26	-0.005	0	0.001
Si	13.591	16.316	12.248	0.001	0.001	0.001
Si	-0.002	2.719	12.237	0.007	0.011	0.002
Si	13.593	5.438	12.24	0.004	-0.002	-0.001
Si	-0.019	8.166	12.242	0.011	-0.006	-0.001
Si	13.589	10.885	12.248	0	0.001	-0.001
Si	-0.014	13.596	12.231	-0.004	-0.013	-0.003
Si	1.357	1.342	13.581	-0.001	0.006	0
Si	4.091	4.07	13.582	0	0.002	0.007
Si	1.347	6.807	13.587	-0.009	-0.003	0.007
Si	4.081	9.525	13.581	0.012	-0.003	0.004
Si	1.351	12.227	13.568	0.009	0	-0.004
Si	4.086	14.955	13.579	-0.001	0.004	0.001
Si	6.819	1.36	13.582	-0.008	-0.009	-0.001
Si	9.527	4.078	13.605	0.019	-0.007	-0.004
Si	6.821	6.809	13.581	-0.001	0.005	0
Si	9.532	9.531	13.599	-0.003	-0.004	0.001
Si	6.81	12.258	13.594	-0.014	0.003	-0.002
Si	9.528	14.961	13.621	-0.014	0.01	0.001
Si	12.224	1.351	13.607	-0.001	0.009	-0.001
Si	14.951	4.073	13.595	0.008	-0.005	0.004
Si	12.236	6.808	13.595	-0.003	0	-0.004
Si	14.942	9.526	13.61	-0.004	-0.001	0.001
Si	12.235	12.234	13.629	0.004	-0.002	0.001
Si	14.941	14.944	13.602	0.007	0	0
Si	-0.009	16.302	14.939	0.012	0	-0.001
Si	2.728	2.697	14.929	-0.001	0.005	0.012
Si	-0.009	5.44	14.944	0.003	-0.001	0.002
Si	2.702	8.181	14.935	-0.013	0.004	0.001
Si	-0.009	10.895	14.951	0.001	0.017	0
Si	2.717	13.576	14.911	-0.002	0.008	-0.003
Si	5.469	16.307	14.924	0.003	-0.002	0.002
Si	8.174	2.707	14.962	-0.019	-0.01	0.007
Si	5.48	5.424	14.92	0.001	-0.016	-0.011
Si	8.173	8.174	14.948	-0.004	-0.004	-0.001
Si	5.442	10.893	14.93	0.005	-0.003	-0.002
Si	8.163	13.607	14.981	0.008	0.004	0.008
Si	10.888	16.312	14.998	0.005	-0.002	0.001
Si	13.581	2.715	14.952	0.002	0.016	-0.005
Si	10.88	5.455	14.957	-0.003	-0.004	0.004
Si	13.576	8.169	14.972	0.007	0.015	0.017
Si	10.871	10.88	14.994	-0.008	-0.023	0.009
Si	13.585	13.601	14.995	-0.005	-0.002	0.008
O	13.481	14.09	21.784	-0.17	0.159	-0.033
O	5.355	2.792	22.208	-0.158	-0.067	-0.259
O	1.441	3.968	20.47	0.073	-0.142	0.21
O	7.913	13.022	21.997	0.257	-0.085	0.243
O	4.468	5.151	28.228	-0.222	0.155	-0.052
O	6.751	15.017	20.81	-0.012	-0.043	0.174
O	-1.31	12.194	20.845	0.093	-0.002	0.511
O	1.419	15.044	20.914	0.047	-0.018	0.343
O	6.464	6.964	28.292	-0.083	0.319	-0.233
O	9.295	9.783	28.278	-0.124	-0.259	-0.331
O	9.351	6.966	23.89	-0.321	-0.383	0.666
O	12.248	9.522	20.812	-0.095	0.025	0.137
O	14.012	2.125	21.627	-0.196	-0.271	0.167
O	1.574	12.795	28.066	0.175	0.537	-0.037
O	3.004	10.952	29.129	-0.185	-0.155	-0.122
O	11.241	13.674	28.979	-0.123	-0.216	-0.327
O	12.135	1.934	28.384	0.162	0.11	-0.07
O	13.258	6.518	28.174	-0.026	0.123	-0.475
O	4.133	5.024	24.596	-0.035	0.52	-0.386
O	2.349	8.608	21.521	-0.014	0.301	0.34
O	13.9	7.693	21.735	0.351	-0.104	-0.019
O	6.971	11.421	23.979	-0.059	0.056	0.082
O	10.603	5.709	21.918	-0.225	0.195	0.129
O	-0.307	5.746	24.119	-0.195	-0.267	0.455
O	6.058	5.199	21.502	0.255	0.442	0.374
O	3.066	13.181	21.855	-0.195	0.082	0.422
O	6.685	9.579	20.814	0.175	-0.092	0.219
O	11.284	8.173	28.978	0.06	-0.023	-0.356
O	0.165	8.336	29.152	0.088	-0.119	-0.349
O	10.277	3.787	28.131	0.163	0.403	-0.282
O	12.069	10.626	23.935	0.328	-0.592	-0.235
O	9.771	9.489	23.24	-0.097	-0.113	0.186
O	-1.916	7.797	24.335	-0.043	0.235	0.26
O	11.857	7.514	23.412	-0.154	0.803	0.177
O	5.727	2.864	28.99	-0.264	-0.061	-0.476
O	-0.646	16.282	26.069	-0.017	0.436	0.082
O	-0.353	14.967	28.313	0.105	-0.427	0.102
O	9.702	11.979	26.978	0.241	0.06	0.352
O	11.893	14.721	23.763	-0.155	-0.182	0.213
O	5.452	13.27	22.979	-0.176	0.646	0.14
O	11.178	15.954	21.64	0.186	-0.429	-0.119
O	4.71	11.133	21.659	-0.291	-0.346	0.186
O	4.825	9.492	28.061	0.656	0.039	0.141
O	1.891	4.684	23.341	0.469	0.043	-0.399
O	3.963	1.254	23.833	-0.126	-0.67	0.016
O	3.659	11.697	24.061	0.014	0.15	0.392
O	-1.082	1.331	23.895	0.003	0.184	0.385
O	13.459	5.062	25.989	-0.224	0.029	-0.09
O	0.374	10.36	21.654	-0.132	-0.025	0.299
O	5.778	13.65	29.039	0.144	0.134	-0.173
O	2.211	1.079	28.421	-0.159	0.131	-0.3
O	13.253	12.044	28.193	0.029	0.125	-0.511
O	5.258	2.868	25.527	0.326	-0.354	0.459
O	-1.897	15.204	24.019	0.504	-0.26	-0.181
O	11.359	1.063	23.813	-0.179	0.342	-0.078
O	9.132	15.225	28.279	-0.107	-0.319	-0.26
O	8.167	16.109	25.963	-0.413	0.41	-0.391
O	3.816	0.847	26.383	0.249	-0.314	-0.157
O	0.271	8.078	23.002	-0.33	-0.244	-0.274
O	0.256	2.76	29.049	0.097	0.195	-0.223
O	1.774	15.518	26.732	0.184	-0.181	-0.373
O	7.244	0.835	28.172	-0.508	-0.275	-0.426
O	12.267	3.996	20.857	-0.029	0.01	0.448
O	9.48	1.415	20.814	0.074	-0.139	0.238
O	1.772	5.342	25.905	0.208	-0.261	0.128
O	-1.908	4.156	28.322	-0.125	-0.542	-0.072
O	13.284	0.84	25.515	0.021	-0.338	0.684
O	5.612	9.653	25.532	-0.06	0.17	-0.102
O	0.067	13.724	26.081	-0.158	0.046	-0.525
O	7.421	11.71	28.211	-0.269	-0.132	-0.246
O	3.172	9.681	25.952	-0.554	-0.356	0.197
O	8.043	10.221	26.073	0.32	-0.164	-0.073
O	11.901	12.545	25.772	0.42	0.403	0.666
O	0.525	7.68	25.627	0.332	0.761	0.053
O	13.933	0.135	29.077	0.16	0.118	-0.593
O	-0.026	0.876	21.58	0.021	0.131	0.324
O	-0.269	3.378	22.701	0.157	-0.121	-0.068
O	6.66	4.352	23.875	0.47	0.325	0.285
O	2.966	2.106	21.523	-0.235	-0.303	0.353
O	1.867	9.921	23.727	0.169	-0.224	0.28
O	9.853	11.938	24.267	-0.609	0.261	-0.276
O	7.494	14.023	24.425	-0.247	0.036	0.21
O	13.797	10.783	25.918	-0.022	-0.609	-0.293
O	13.71	12.692	23.975	0.361	-0.036	0.014
O	13.506	5.556	23.323	0.107	-0.212	-0.245
O	1.742	6.802	27.949	0.433	-0.193	-0.308
O	-0.53	11.543	27.369	0.119	-0.283	-0.025
O	9.703	1.295	27.585	0.146	0.078	0.1
O	11.244	5.187	24.483	-0.351	-0.364	0.377
O	6.142	5.326	26.243	0.566	-0.024	-0.011
O	7.863	3.267	21.738	0.2	0.154	0.404
O	4.079	6.787	20.768	-0.012	-0.152	0.588
O	7.393	8.79	23.947	-0.422	-0.203	-0.035
O	3.949	15.37	28.219	0.175	-0.199	-0.225
O	-1.952	9.683	28.324	-0.567	-0.506	-0.144
O	12.962	3.159	24.207	0.474	-0.107	-0.258
O	8.486	5.471	29.04	0.125	0.159	-0.278
O	11.289	2.558	26.009	-0.099	0.308	-0.129
O	-0.617	5.965	27.117	0.082	0.069	-0.041
O	4.875	0.279	21.628	-0.229	-0.111	0.173
O	4.518	7.398	26.606	-0.164	-0.241	-0.267
O	9.397	15.677	23.604	-0.493	0.306	-0.535
O	9.828	14.181	25.664	0.169	0.142	0.264
O	0.028	5.705	21.598	-0.339	0.687	0.204
O	2.643	2.988	25.287	-0.579	-0.198	0.302
O	8.404	7.841	21.676	0.307	-0.306	0.17
O	10.699	11.411	21.781	0.032	0.749	0.001
O	1.544	11.648	25.657	0.02	-0.037	-0.262

Results
total energy: -82021.206 eV
total energy less fixed offsets of O -438.35, Si -107.03 eV per atom: -1.686 eV
